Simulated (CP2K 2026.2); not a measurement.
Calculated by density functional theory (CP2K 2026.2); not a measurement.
Periodic cell of 534 atoms, Si358O176, from a study of silicon, its oxide and their interface. The atomic structure is a simulated model.
Doubt: the forces sum to 1.47 eV/angstrom along one axis rather than to zero, so they err by at least 0.0028 eV/angstrom per atom on average; the grid cutoff is modest.

Settings
functional: PBE
method: Gaussian and plane waves
basis set: DZVP-MOLOPT-SR-GTH
pseudopotentials: GTH-PBE
grid cutoff: 350 Ry, relative cutoff 50 Ry
k points: Gamma only
occupations: fixed
spin: none
net charge: 0

Cell vectors (angstrom)
a 16.32 0 0
b 0 16.32 0
c 0.3917 0.2742 35.3802

Atoms and the computed forces on them: element, x, y, z (angstrom), force x, y, z (eV/angstrom)
Si 0.27 15.98 0.397 0.032 -0.145 -0.033
Si 3.794 3.008 35.237 0.302 0.204 0.623
Si 16.206 6.254 35.3 0.151 -0.11 0.757
Si 2.793 8.73 35.086 0.327 -0.187 0.79
Si 0.683 11.124 35.205 -0.252 0.155 0.768
Si 2.146 14.423 35.157 -0.54 0.043 0.565
Si 5.517 0.486 0.147 0.018 -0.164 0.727
Si 8.554 2.639 0.359 0.074 -0.025 0.421
Si 6.577 4.951 35.168 -0.085 0.295 0.672
Si 8.551 8.438 35.234 0.223 -0.025 0.595
Si 6.357 10.78 35.235 -0.159 0.175 0.825
Si 8.305 13.673 0.081 -0.44 0.382 0.293
Si 10.738 0.398 0.355 -0.093 0.071 0.428
Si 13.473 2.94 0.353 -0.004 0.06 0.642
Si 11.51 5.267 0.257 -0.172 -0.041 0.675
Si 13.672 8.259 0.275 0.022 0.056 0.526
Si 11.928 10.788 35.077 -0.168 0.154 0.592
Si 13.664 15.275 35.091 0.303 -0.007 0.482
Si 1.365 1.298 1.542 -0.173 -0.205 0.491
Si 4.44 4.09 1.371 -0.004 0.035 -0.04
Si 1.342 6.905 1.138 0.027 -0.015 -0.07
Si 4.171 9.485 1.024 -0.033 -0.001 0.009
Si 1.302 12.39 1.286 -0.037 -0.016 -0.012
Si 4.229 15.183 1.237 0.342 0.16 0.459
Si 7.022 1.454 1.625 -0.075 -0.041 -0.029
Si 9.807 4.203 1.507 0.036 -0.005 -0.091
Si 6.935 6.625 1.099 -0.064 -0.005 0
Si 9.773 9.477 1.044 -0.004 0.026 -0.012
Si 6.959 12.179 1.272 -0.041 -0.023 -0.073
Si 9.551 15.063 1.484 0.032 0.001 -0.047
Si 12.227 1.553 1.723 0.018 0.013 -0.024
Si 15.043 4.266 1.417 0.032 0.017 -0.029
Si 12.463 6.841 1.654 -0.011 0 -0.033
Si 15.123 9.72 1.301 0.004 0.036 -0.055
Si 12.381 12.367 0.98 -0.142 -0.267 0.439
Si 14.813 15.109 1.566 -0.111 -0.06 0.03
Si 0.081 2.84 2.749 -0.03 -0.007 0.021
Si 2.89 0.062 2.794 0.02 0.029 -0.016
Si 0.142 8.289 2.648 0.005 -0.011 0.004
Si 2.845 5.521 2.489 -0.003 0.007 -0.037
Si 16.236 13.624 2.756 0.015 0.007 0
Si 2.866 10.987 2.477 0.028 -0.045 -0.024
Si 5.615 2.795 2.902 -0.018 -0.021 0.013
Si 8.246 16.326 2.929 -0.001 -0.02 0.04
Si 5.508 8.075 2.444 0.022 0.021 0.008
Si 8.29 5.527 2.696 0.016 0.002 0.001
Si 5.532 13.632 2.544 0.018 0.019 0.002
Si 8.41 10.839 2.538 0.012 -0.008 0.022
Si 10.96 2.901 3.046 -0.036 0.002 0.075
Si 13.658 0.194 2.967 0.011 0.03 -0.031
Si 10.948 8.243 2.699 -0.029 0.018 0.003
Si 13.809 5.513 2.963 0.018 -0.024 0.027
Si 11.053 13.633 2.587 0.031 -0.028 -0.004
Si 13.738 11.118 2.575 -0.047 0.041 -0.006
Si 1.535 4.188 3.998 0.018 -0.016 -0.035
Si 4.222 1.409 4.176 0.034 -0.026 0
Si 1.535 9.644 3.954 0 0.042 -0.008
Si 4.165 6.858 3.942 -0.008 -0.013 0.012
Si 1.41 15.01 4.034 -0.054 0.007 -0.055
Si 4.182 12.301 3.941 0.016 -0.01 -0.009
Si 6.973 4.199 4.151 -0.027 -0.004 -0.006
Si 9.595 1.426 4.247 0.006 0.029 -0.024
Si 6.923 9.494 3.842 0.005 -0.01 -0.036
Si 9.597 6.914 4.081 0.015 -0.02 0.014
Si 6.832 14.927 4.097 -0.045 0.002 -0.003
Si 9.682 12.257 3.967 0.003 0 -0.015
Si 12.392 4.216 4.305 0.006 0.026 0.006
Si 15.078 1.54 4.209 -0.013 0.032 0.013
Si 12.366 9.671 3.947 0.026 0.01 -0.023
Si 15.175 6.96 4.139 0.013 -0.001 0.011
Si 12.311 14.995 4.116 -0.004 -0.056 -0.043
Si 15.011 12.281 4.16 0.039 -0.067 0.031
Si 0.126 16.399 10.905 0.003 -0.011 0.003
Si 2.842 2.799 10.917 -0.004 0.001 0.009
Si 16.426 5.524 10.886 -0.027 0 0
Si 2.816 8.247 10.853 -0.019 -0.002 -0.005
Si 16.436 10.947 10.846 0.007 0.009 -0.012
Si 2.845 13.662 10.853 0.023 0.008 -0.001
Si 5.573 16.389 10.865 -0.002 -0.008 -0.003
Si 8.297 2.804 10.877 -0.012 -0.003 -0.007
Si 5.549 5.512 10.873 0.008 0.008 -0.01
Si 8.27 8.239 10.882 -0.002 0.008 0.002
Si 5.551 10.965 10.859 0.008 0.008 0.002
Si 8.273 13.696 10.872 -0.012 -0.002 0.002
Si 11.002 0.095 10.88 -0.014 0.021 0.003
Si 13.718 2.805 10.892 0.019 0.002 0.007
Si 11.005 5.517 10.864 0.016 -0.011 -0.011
Si 13.709 8.234 10.885 0.002 -0.015 -0.003
Si 10.997 10.967 10.898 0.012 0.001 0.01
Si 13.723 13.678 10.891 0 -0.004 -0.001
Si 1.472 1.445 12.282 -0.006 -0.004 0.021
Si 4.22 4.155 12.271 0.004 0.013 0.019
Si 1.452 6.901 12.229 0.031 0.005 -0.001
Si 4.175 9.605 12.202 0.007 0.004 -0.011
Si 1.458 12.313 12.204 -0.021 -0.028 -0.01
Si 4.216 15.021 12.211 -0.011 0.008 -0.001
Si 6.951 1.432 12.224 0.008 -0.007 0.004
Si 9.675 4.15 12.246 0.009 0.01 0.001
Si 6.91 6.858 12.227 -0.011 -0.022 0.002
Si 9.632 9.597 12.245 -0.014 -0.022 0.012
Si 6.909 12.339 12.213 0 0.008 -0.004
Si 9.632 15.076 12.234 0.01 -0.005 -0.01
Si 12.354 1.448 12.258 0.001 0.005 -0.004
Si 15.069 4.161 12.256 0 -0.013 0
Si 12.358 6.853 12.247 -0.014 0.001 -0.011
Si 15.075 9.596 12.226 -0.004 0.006 0.007
Si 12.375 12.32 12.26 -0.004 0.028 0.018
Si 15.068 15.05 12.26 0.006 0.005 0.001
Si 16.411 2.816 13.643 -0.016 0.008 0.024
Si 2.868 16.368 13.577 0.018 -0.02 0
Si 16.397 8.232 13.613 -0.013 -0.013 0.001
Si 2.816 5.541 13.572 -0.032 0.007 -0.004
Si 16.416 13.65 13.588 -0.001 0.028 0
Si 2.805 10.955 13.562 0.021 -0.006 0.006
Si 5.625 2.782 13.606 0.012 -0.007 0.005
Si 8.313 0.126 13.639 0 0.023 0.006
Si 5.521 8.226 13.544 -0.008 0.005 -0.003
Si 8.296 5.508 13.578 -0.017 0.008 0.004
Si 5.589 13.705 13.602 0.022 -0.01 0.014
Si 8.258 10.984 13.567 -0.02 0.023 0.007
Si 11.02 2.799 13.658 0.013 -0.036 0.019
Si 13.717 16.425 13.629 0.006 0.003 0.013
Si 10.995 8.215 13.591 0.028 -0.013 0.01
Si 13.685 5.475 13.638 0.035 0.001 -0.006
Si 11.017 13.736 13.567 -0.011 0.015 -0.005
Si 13.733 10.934 13.618 0.003 -0.023 0.019
Si 1.473 4.203 14.958 0.003 0.025 -0.012
Si 4.272 1.382 14.922 -0.012 -0.034 0.013
Si 1.444 9.607 14.948 -0.003 0.027 0.011
Si 4.16 6.897 14.933 0.002 0.021 -0.006
Si 1.475 15.013 14.909 0.004 0.012 -0.004
Si 4.176 12.329 14.885 0.01 0.013 -0.016
Si 7.032 4.112 14.979 0.024 0.004 0.033
Si 9.683 1.458 15.064 -0.036 -0.028 -0.001
Si 6.857 9.609 14.874 0.009 0.02 -0.012
Si 9.608 6.887 14.953 0.013 -0.001 0.028
Si 6.963 15.079 14.986 -0.028 -0.028 0.013
Si 9.647 12.374 14.874 0.003 0.024 -0.038
Si 12.355 4.132 15.077 -0.009 0.009 0.019
Si 15.019 1.491 15.031 -0.008 0.034 0.037
Si 12.363 9.549 14.958 -0.019 -0.016 -0.019
Si 15.032 6.847 14.972 -0.009 0.025 -0.007
Si 12.358 15.068 14.99 -0.024 -0.017 0.002
Si 15.081 12.296 14.998 -0.016 -0.022 0.014
Si 16.442 16.392 16.233 -0.004 -0.013 0
Si 2.909 2.794 16.169 -0.005 0.026 -0.003
Si 16.404 5.535 16.357 0.025 -0.004 -0.038
Si 2.769 8.242 16.319 0.009 -0.008 0.005
Si 16.472 10.964 16.383 0.013 -0.005 0.014
Si 2.855 13.678 16.268 -0.015 -0.036 -0.015
Si 5.62 16.413 16.403 0.043 0.005 0.031
Si 8.401 2.832 16.505 0.027 0.03 0.042
Si 5.606 5.524 16.167 -0.007 -0.001 -0.003
Si 8.258 8.337 16.236 0.029 0.006 0.008
Si 5.46 10.922 16.228 -0.032 -0.012 0.019
Si 8.367 13.72 16.303 0.005 -0.01 -0.008
Si 11.062 16.422 16.437 0.002 -0.034 -0.007
Si 13.671 2.792 16.558 -0.006 -0.026 0.017
Si 10.911 5.496 16.352 -0.023 0.041 -0.036
Si 13.666 8.154 16.371 -0.035 -0.01 -0.001
Si 10.994 11.004 16.185 0.044 -0.051 -0.028
Si 13.66 13.64 16.324 0.011 0.052 0.006
Si 1.546 1.451 17.488 0.012 -0.009 -0.073
Si 4.352 4.08 17.488 0.026 -0.022 -0.024
Si 1.422 6.892 17.724 -0.024 0.023 0.007
Si 4.06 9.642 17.685 0.002 0.049 -0.012
Si 1.602 12.338 17.73 -0.014 -0.026 -0.006
Si 4.177 15.014 17.664 0.005 0.036 0.011
Si 7.05 1.416 17.819 -0.006 0.006 0.007
Si 9.758 4.215 17.993 -0.043 -0.059 0.021
Si 6.893 6.939 17.498 -0.015 -0.005 -0.053
Si 9.562 9.815 17.552 -0.015 0.011 -0.085
Si 6.88 12.314 17.426 0.055 -0.001 -0.041
Si 9.792 14.97 17.783 0.032 -0.038 0.016
Si 12.294 1.406 18.016 -0.014 0.038 0.023
Si 15.163 4.164 17.819 -0.028 -0.007 0.003
Si 12.113 6.921 17.727 -0.17 0.383 -0.422
Si 15.07 9.525 17.641 0.004 -0.007 -0.001
Si 12.286 12.228 17.68 -0.024 -0.014 -0.038
Si 15.081 15.018 17.565 0.005 0.011 -0.061
Si 0.246 2.701 18.961 0.005 0.005 0.079
Si 2.864 0.188 18.907 0.034 -0.026 0.056
Si 16.388 8.291 19.146 0.063 -0.025 0.039
Si 2.886 5.356 18.733 -0.035 -0.032 0.006
Si 16.484 13.745 18.914 0.05 -0.005 0.035
Si 2.836 10.973 19.276 -0.025 -0.011 0.019
Si 5.711 2.907 19.069 -0.014 0.048 0.035
Si 8.409 16.268 19.146 0.061 0.053 0.062
Si 5.467 8.208 18.845 -0.025 -0.012 0.024
Si 8.2 5.741 18.999 0.017 -0.028 0.051
Si 5.564 13.541 18.844 -0.103 -0.038 0.008
Si 8.139 11.081 18.92 -0.007 0.006 0.079
Si 11.14 2.897 19.661 0.304 0.156 -0.476
Si 13.804 16.229 19.104 -0.036 -0.038 0.048
Si 10.783 8.454 18.919 0.019 0.01 0.068
Si 14.014 5.232 19.605 0.43 -0.173 0.252
Si 11.102 13.564 19.231 0.24 0.207 -0.348
Si 13.679 10.854 18.959 0.007 -0.05 0.032
Si 1.927 3.787 20.16 -0.107 -0.005 -0.78
Si 4.139 1.669 20.241 0.142 -0.145 -0.736
Si 1.056 9.934 20.54 0.163 -0.117 -0.715
Si 4.271 6.616 20.035 0.079 0.066 -0.633
Si 1.196 15.465 20.169 -0.124 0.046 -0.578
Si 4.718 11.971 20.382 -0.219 -0.063 -0.586
Si 6.645 4.706 20.38 0.059 -0.308 -0.777
Si 9.06 1.017 21.189 -0.133 -0.313 -0.604
Si 6.813 9.61 20.09 -0.011 0.006 -0.369
Si 9.127 7.494 20.254 -0.111 0.041 -0.632
Si 7.162 14.586 20.114 0.307 -0.236 -0.449
Si 8.531 12.71 20.626 -0.298 0.134 -0.537
Si 13.2 3.554 21.138 -0.171 0.269 0.06
Si 15.273 1.271 20.29 -0.014 0.001 -0.522
Si 12.414 9.368 20.304 -0.08 0.329 -0.727
Si 14.82 7.258 20.595 0.402 -0.283 -0.658
Si 12.989 14.383 20.386 -0.049 0.128 -0.681
Si 15.192 12.199 20.087 0.106 -0.05 -0.463
Si 2.107 14.397 24.767 -0.03 0.102 -0.111
Si 1.183 5.038 22.957 0.151 0 -0.062
Si 14.953 6.271 23.406 -0.54 0.091 -0.345
Si 2.456 7.812 22.366 -0.249 0.165 -0.335
Si 14.817 4.623 28.874 0.113 -0.16 0.112
Si 2.092 11.698 23.894 0.082 0.03 -0.012
Si 6.24 0.363 22.139 0.159 -0.055 -0.321
Si 8.678 0.334 26.191 0.111 0.129 -0.123
Si 7.763 4.867 23.315 0.011 -0.003 -0.248
Si 4.239 3.222 26.791 -0.165 -0.098 -0.118
Si 16.429 8.688 28.7 -0.051 -0.149 -0.121
Si 7.808 12.732 23.698 -0.128 -0.109 -0.294
Si 12.607 14.702 23.346 -0.094 0.039 -0.091
Si 13.046 4.971 23.363 0.253 -0.142 -0.431
Si 10.284 6.681 22.992 0.112 -0.026 -0.149
Si 11.327 9.58 23.273 -0.061 -0.004 -0.24
Si 2.955 12.29 28.291 -0.074 -0.011 0.046
Si 13.631 0.652 30.744 -0.093 -0.139 0.123
Si 15.966 15.063 31.075 -0.113 -0.022 0.204
Si 5.252 0.91 28.602 0.25 0.068 0.124
Si 15.474 7.95 26.029 0.022 -0.129 -0.051
Si 1.349 3.284 25.379 -0.089 0.122 -0.01
Si 6.714 10.195 25.36 -0.102 0.11 0.023
Si 16.087 10.656 25.168 -0.11 -0.115 -0.053
Si 6.275 15.269 24.811 0.085 0.014 -0.2
Si 9.392 2.989 25.034 0.096 -0.107 0.016
Si 9.989 10.215 29.175 -0.158 -0.131 0.073
Si 4.104 9.323 24.41 -0.067 0.065 -0.122
Si 10.648 12.461 24.444 0.132 -0.035 -0.232
Si 14.159 13.61 27.32 0.091 0.036 -0.098
Si 10.687 4.044 31.849 0.087 0 0.197
Si 11.446 7.877 30.607 -0.016 -0.077 0.058
Si 13.329 9.801 25.522 -0.021 0.021 -0.106
Si 8.414 16.415 29.186 -0.151 -0.015 0.183
Si 14.702 3.847 25.958 0.084 0.078 -0.29
Si 15.288 14.765 24.679 0.14 -0.03 0
Si 15.206 16.081 28.514 0.07 0.084 0.071
Si 14.538 7.248 30.514 -0.078 -0.226 0.109
Si 3.939 14.947 26.898 0.034 0.258 -0.116
Si 1.115 12.815 32.719 -0.001 0.011 0.218
Si 16.371 11.719 27.921 0.055 -0.055 0.019
Si 10.578 0.528 23.913 -0.077 0.118 -0.188
Si 3.688 11.703 31.268 -0.127 -0.118 0.28
Si 15.762 1.129 25.955 0.105 0.135 0.018
Si 9.021 5.418 26.618 0.03 0.105 -0.222
Si 8.117 11.074 31.529 0.005 0.166 0.01
Si 3.797 7.498 32.341 -0.065 0.009 0.229
Si 3.011 13.735 22.161 0.22 0.013 -0.148
Si 3.619 2.554 30.823 -0.207 -0.016 0.113
Si 9.324 14.85 31.58 0.149 -0.163 -0.006
Si 13.726 3.482 31.503 -0.027 0.035 0.023
Si 11.616 11.804 27.161 0.038 -0.065 0.006
Si 6.942 7.231 29.336 0.173 -0.014 0.187
Si 0.976 3.746 30.217 -0.042 -0.058 0.037
Si 15.922 5.34 32.406 0.075 -0.035 0.115
Si 3.156 8.069 29.256 0.059 -0.039 0.101
Si 6.051 5.14 25.609 0.035 0.079 -0.094
Si 5.938 12.654 32.793 0.255 -0.02 0.168
Si 4.514 4.567 32.872 0.163 -0.076 0.325
Si 4.675 5.835 28.011 0.052 0.109 -0.129
Si 5.787 9.214 31.492 -0.045 0.156 0.028
Si 10.313 6.639 33.326 -0.116 -0.078 0.148
Si 7.312 14.999 33.926 0.476 -0.137 0.661
Si 10.226 12.348 33.164 0.185 0.172 0.08
Si 4.318 9.878 27.162 0.183 -0.024 -0.03
Si 1.061 1.339 31.822 0.078 0.06 0.02
Si 10.548 1.087 31.052 0.032 0.048 -0.014
Si 9.61 5.8 29.578 -0.044 0.111 0.151
Si 15.603 0.976 34.271 0.229 -0.325 0.391
Si 8.55 8.358 26.981 0.081 -0.036 0.05
O 14.632 15.971 33.94 0.172 -0.007 -0.356
O 16.377 13.622 31.745 -0.254 -0.289 -0.156
O 0.774 4.865 31.386 0.398 0.132 0.174
O 3.489 3.906 33.93 -0.463 0.274 -0.158
O 15.078 7.422 34.926 0.193 -0.126 -0.186
O 16.586 5.599 33.852 0.603 -0.058 -0.121
O 4.653 3.49 31.665 0.638 -0.256 -0.247
O 2.944 8.029 33.609 -0.405 -0.33 -0.283
O 16.607 11.871 33.784 -0.472 0.112 -0.315
O 1.802 9.998 34.803 0.159 0.017 -0.344
O 2.179 11.856 31.909 -0.133 -0.278 -0.077
O 1.929 13.914 33.615 0.015 0.329 -0.439
O 4.859 1.829 34.863 0.146 -0.205 -0.559
O 1.967 2.154 0.271 -0.448 -0.126 -0.416
O 7.831 3.878 34.924 0.098 -0.011 -0.256
O 5.877 4.987 33.672 0.261 0.355 -0.381
O 5.164 6.205 26.481 -0.228 0.598 -0.257
O 6.2 8.381 30.171 -0.118 0.315 -0.453
O 9.091 7.521 33.955 -0.151 -0.235 -0.276
O 7.456 9.615 34.839 -0.156 0.026 -0.104
O 5.829 11.408 33.828 -0.466 -0.248 -0.355
O 7.195 9.829 31.932 0.201 -0.167 0.343
O 7.157 12.389 31.723 0.039 0.471 -0.231
O 6.083 13.972 33.698 -0.712 -0.182 0.197
O 10.029 1.782 35.069 -0.072 0.046 -0.343
O 12.242 16.103 34.862 -0.011 -0.277 -0.482
O 14.601 2.188 34.703 -0.105 0.053 -0.433
O 12.846 4.325 35.03 0.083 0.077 -0.456
O 11.484 6.557 34.43 0.396 0.411 -0.267
O 7.962 9.246 25.767 0.239 -0.096 -0.453
O 11.568 11.528 33.629 0.354 0.089 -0.57
O 10.268 16.104 31.966 0.381 0.008 0.399
O 10.159 13.482 31.963 0.177 0.057 -0.506
O 13.016 9.546 34.811 0.055 -0.058 -0.293
O 10.857 11.422 28.531 0.068 0.565 0.374
O 13.316 13.66 35.124 -0.047 -0.136 -0.521
O 14.306 2.262 21.248 -0.057 0.124 0.218
O 15.576 8.363 30.017 0.063 0.529 0.272
O 4.891 1.017 21.533 -0.058 -0.023 0.369
O 3.009 2.725 20.778 0.137 -0.126 0.576
O 1.652 6.589 23.06 -0.194 0.051 0.599
O 1.563 9.108 21.893 -0.008 -0.009 0.552
O 6.441 5.457 24.069 -0.266 0.365 -0.318
O 3.235 7.313 21.06 -0.405 0.016 -0.123
O 2.299 12.811 25.059 0.293 -0.317 0.457
O 2.215 14.68 21.158 -0.006 0.137 -0.08
O 4.381 13.05 21.607 0.432 0.278 0.154
O 3.319 10.677 24.013 0.212 0.105 -0.11
O 7.428 4.484 21.79 0.338 -0.135 0.144
O 9.733 16.119 25.089 -0.032 -0.709 0.184
O 9.889 0.353 22.437 0.092 -0.462 0.219
O 11.904 13.383 23.991 0.288 -0.372 -0.1
O 5.748 10.723 20.835 -0.012 -0.192 0.44
O 5.362 5.649 20.784 -0.153 0.089 0.458
O 10.066 6.77 21.391 0.528 -0.133 0.025
O 7.96 8.575 20.82 0.075 0.052 0.154
O 10.161 12.98 20.496 0.366 0.106 0.451
O 6.494 15.233 21.472 -0.068 -0.389 0.498
O 7.952 12.294 22.12 -0.008 -0.118 0.229
O 7.323 11.513 24.65 0.087 -0.2 0.398
O 11.571 5.738 23.39 -0.063 -0.122 -0.006
O 9.947 2.294 20.67 -0.236 0.282 0.387
O 1.395 4.602 21.438 -0.075 0.129 0.008
O 16.428 0.194 20.898 0.046 -0.115 0.284
O 11.751 9.821 21.728 -0.26 0.385 0.168
O 10.661 10.967 23.782 -0.513 0.101 0.134
O 12.674 5.888 18.883 -0.211 -0.183 0.23
O 13.456 8.155 20.618 0.014 -0.292 0.012
O 12.286 14.828 21.775 -0.207 0.231 0.058
O 14.216 14.551 23.489 0.134 -0.216 -0.273
O 16.214 11.1 20.855 -0.037 0.2 0.592
O 14.126 13.249 20.831 -0.091 0.067 0.424
O 2.563 15.287 26.048 -0.265 0.406 0.18
O 16.136 15.136 29.459 0.434 -0.529 -0.363
O 0.763 1.766 25.251 0.352 -0.451 -0.314
O 3.124 14.646 23.504 0.504 0.388 0.27
O 14.269 4.522 27.364 -0.563 0.451 -0.057
O 15.291 7.295 22.173 0.244 0.482 0.559
O 2.098 12.437 22.461 -0.197 -0.488 -0.276
O 1.866 4.013 24.012 0.666 -0.145 -0.08
O 13.987 8.541 26.275 -0.561 -0.41 0.337
O 14.487 10.83 25.037 -0.339 0.325 -0.347
O 16.331 4.139 25.827 0.246 0.269 0.168
O 1.365 12.39 28.558 -0.284 0.179 0.504
O 5.966 16.419 23.705 -0.482 0.34 0.321
O 5.044 14.788 25.731 -0.027 -0.126 0.049
O 7.546 1.307 21.796 -0.126 0.367 0.039
O 8.676 1.96 26.073 -0.166 0.351 0.537
O 16.413 4.236 28.945 0.156 -0.119 -0.611
O 10.579 2.132 24.286 0.283 0.389 0.011
O 5.801 10.432 26.715 0.352 0.046 0.394
O 7.473 5.014 26.381 -0.09 -0.144 0.181
O 3.595 8.185 23.427 0.135 -0.484 0.345
O 16.079 7.632 27.494 0.256 -0.626 0.182
O 9.3 13.222 24.047 0.002 0.385 0.174
O 5.71 9.515 24.275 0.212 -0.052 -0.582
O 12.018 16.104 23.944 0.215 0.132 0.482
O 14.829 13.754 25.853 -0.032 -0.467 -0.212
O 9.361 5.138 28.151 -0.008 -0.399 -0.054
O 15.349 6.801 24.904 -0.075 -0.111 0.303
O 10.42 8.236 23.465 -0.234 0.198 0.176
O 8.922 5.989 23.53 -0.02 -0.034 0.376
O 10.921 9.346 30.18 0.28 0.164 0.061
O 12.627 9.283 24.176 0.206 -0.363 -0.202
O 9.356 1.205 29.937 -0.126 0.523 -0.225
O 4.581 10.325 31.389 0.013 -0.008 0.058
O 14.406 0.897 29.341 0.149 0.608 -0.153
O 10.572 12.302 26.047 -0.467 -0.007 0.252
O 15.096 12.65 28.222 -0.045 -0.294 0.414
O 4.501 1.573 29.885 0.029 0.096 0.258
O 15.909 4.971 23.186 -0.32 -0.655 -0.142
O 3.625 13.594 27.68 0.141 -0.196 0.216
O 4.449 15.919 28.083 -0.074 -0.169 0.306
O 14.817 4.166 32.468 -0.225 -0.335 0.246
O 2.675 3.131 26.323 -0.045 -0.188 0.342
O 16.428 9.1 25.416 0.569 -0.003 -0.375
O 0.293 11.601 26.343 0.33 0.251 0.049
O 0.778 16.09 31.613 0.382 -0.324 -0.079
O 0.613 11.067 23.882 -0.411 -0.11 -0.441
O 16.049 10.22 28.401 -0.48 0.209 0.029
O 6.842 13.981 24.015 -0.28 -0.068 -0.126
O 7.273 15.959 25.866 -0.267 -0.127 0.312
O 8.287 3.474 23.956 -0.369 -0.231 -0.024
O 9.92 4.349 25.766 0.432 0.234 -0.162
O 3.789 8.938 25.951 -0.472 -0.338 0.106
O 4.24 9.075 28.564 0.149 -0.098 0.335
O 8.768 10.869 30.051 -0.369 0.035 -0.103
O 3.272 11.088 27.277 -0.256 0.061 -0.577
O 12.026 0.726 30.438 0.019 0.062 -0.5
O 8.033 15.034 32.501 -0.35 0.172 -0.366
O 14.411 15.62 31.316 -0.354 -0.215 0.254
O 10.458 2.439 31.954 -0.037 0.022 0.146
O 12.301 4.195 31.819 0.161 0.303 0.21
O 13.61 4.272 24.793 -0.007 -0.147 0.117
O 14.026 3.675 29.922 -0.297 -0.277 -0.372
O 9.968 4.546 30.507 -0.426 -0.158 -0.225
O 14.508 6.115 29.376 -0.04 -0.001 -0.491
O 10.879 6.81 29.526 0.188 -0.129 -0.371
O 12.336 10.482 26.572 0.094 -0.266 0.11
O 9.027 16.22 27.703 0.498 -0.433 -0.085
O 14.072 15.111 27.894 -0.524 -0.019 -0.249
O 16.124 0.484 27.401 0.396 -0.235 0.364
O 15.111 16.31 25.055 -0.403 0.276 -0.314
O 2.566 3.504 29.989 0.11 0.312 -0.462
O 0.406 2.288 30.676 -0.223 -0.264 -0.103
O 15.146 6.664 31.894 -0.149 0.438 0.385
O 9.488 9.27 27.945 0.198 0.002 -0.081
O 14.608 2.244 26.11 -0.603 -0.261 -0.086
O 0.546 14.586 24.332 -0.171 -0.147 -0.348
O 3.704 14.863 35.366 0.307 0.256 -0.179
O 1.684 8.617 28.969 0.052 0.404 0.025
O 3.38 6.654 28.51 -0.456 -0.146 -0.316
O 3.839 5.9 32.295 -0.25 -0.092 -0.509
O 13.816 1.886 31.789 0.02 -0.175 0.39
O 3.637 11.997 29.707 0.361 -0.094 -0.089
O 6.741 16.468 34.262 0.196 0.396 -0.554
O 3.274 7.953 30.87 -0.23 0.373 -0.096
O 5.007 1.907 27.336 -0.021 -0.013 -0.396
O 6.821 0.544 29.01 -0.15 0.229 0.089
O 5.175 3.775 25.584 0.094 -0.403 -0.652
O 9.267 11.154 32.655 0.195 -0.722 -0.041
O 4.559 12.838 32.005 -0.305 0.486 0.103
O 9.737 13.058 34.528 0.188 -0.158 0.015
O 5.277 8.125 32.571 0.504 -0.025 0.242
O 5.878 6.048 29.072 0.004 -0.434 0.374
O 4.301 4.277 28.011 -0.118 -0.019 0.761
O 2.66 1.659 31.824 0.204 -0.087 0.479
O 16.571 1.674 33.172 0.226 0.631 0.026
O 10.83 7.443 32.036 -0.191 0.411 -0.139
O 8.279 6.63 30.051 -0.065 -0.035 0.593
O 9.282 7.022 26.367 0.601 0.019 -0.431
O 7.326 7.844 27.895 -0.367 0.185 -0.351
O 12.682 12.988 27.36 -0.11 0.205 0.017
O 8.735 15.044 30.055 0.009 -0.64 -0.109
O 10.047 5.045 32.985 -0.241 -0.404 0.274
O 13.055 7.856 30.703 0.149 0.423 0.026
Si 0.13 0.087 5.453 -0.022 0.008 -0.001
Si 2.838 2.821 5.438 -0.016 -0.015 -0.005
Si 0.204 5.544 5.432 0.022 0.01 -0.019
Si 2.861 8.254 5.338 -0.001 -0.003 -0.012
Si 0.142 10.924 5.401 -0.016 0.004 -0.004
Si 2.813 13.643 5.362 0.004 -0.003 -0.031
Si 5.551 16.335 5.493 0.013 0.017 0.003
Si 8.252 2.813 5.547 -0.001 0.012 0.021
Si 5.527 5.554 5.403 0.001 0.005 -0.013
Si 8.218 8.254 5.397 -0.035 0.014 -0.01
Si 5.583 10.908 5.258 -0.003 -0.007 -0.002
Si 8.285 13.592 5.374 0.023 -0.001 0.003
Si 10.981 16.353 5.512 0.042 0.001 -0.011
Si 13.734 2.832 5.605 0.03 -0.029 0.023
Si 10.966 5.602 5.506 -0.024 -0.014 0.002
Si 13.715 8.312 5.386 -0.023 0.018 0.001
Si 11.021 10.958 5.397 -0.013 0.019 -0.04
Si 13.681 13.671 5.489 0.017 0.034 0.022
Si 1.486 1.453 6.81 -0.008 0.004 -0.007
Si 4.202 4.176 6.792 0.022 -0.017 0.008
Si 1.534 6.909 6.777 -0.007 -0.004 0
Si 4.229 9.599 6.702 -0.002 -0.008 -0.008
Si 1.479 12.305 6.759 -0.018 -0.007 0.004
Si 4.152 14.988 6.79 0.004 0.026 -0.011
Si 6.889 1.415 6.844 0 -0.026 0.016
Si 9.641 4.186 6.85 0.004 0.007 -0.005
Si 6.884 6.9 6.783 -0.001 0.002 0.006
Si 9.623 9.607 6.745 -0.001 -0.013 0.005
Si 6.911 12.245 6.719 0.012 -0.01 -0.018
Si 9.594 14.981 6.801 -0.018 0.014 -0.012
Si 12.36 1.406 6.863 0 -0.007 -0.006
Si 15.145 4.216 6.848 -0.016 0 -0.011
Si 12.367 6.959 6.8 -0.022 0.016 -0.004
Si 15.083 9.608 6.785 0.034 -0.006 -0.001
Si 12.331 12.303 6.824 0.009 -0.004 -0.009
Si 15.076 15.043 6.806 -0.017 0.011 0.007
Si 0.14 2.807 8.196 0.002 -0.002 0
Si 2.836 0.072 8.162 0.002 -0.009 0.005
Si 0.123 8.234 8.13 -0.028 -0.025 -0.005
Si 2.851 5.533 8.161 0.01 0.02 -0.003
Si 0.128 13.671 8.142 0.012 0.007 -0.003
Si 2.855 10.942 8.092 0.011 0.012 -0.012
Si 5.536 2.799 8.174 -0.009 0 -0.002
Si 8.273 16.377 8.165 -0.001 0.014 -0.002
Si 5.542 8.26 8.14 0.015 -0.002 0.009
Si 8.25 5.543 8.164 -0.014 -0.016 -0.004
Si 5.558 13.631 8.101 -0.01 0.005 -0.009
Si 8.273 10.947 8.137 0.007 0 0.006
Si 11.005 2.804 8.181 -0.008 -0.004 -0.003
Si 13.732 16.381 8.203 0.008 -0.003 0.01
Si 10.978 8.277 8.155 0.013 -0.005 -0.003
Si 13.728 5.568 8.152 0.022 0.005 -0.004
Si 10.975 13.662 8.177 0.005 -0.006 0.008
Si 13.722 10.959 8.162 -0.005 0.006 0.001
Si 1.499 4.171 9.544 0.003 0.004 0.01
Si 4.186 1.435 9.536 0.006 0.003 0.007
Si 1.482 9.603 9.47 0.009 -0.004 -0.007
Si 4.199 6.89 9.516 -0.001 -0.012 0.012
Si 1.473 15.038 9.52 -0.013 0.016 0
Si 4.195 12.298 9.477 0.001 -0.025 -0.004
Si 6.915 4.158 9.522 0 -0.001 -0.002
Si 9.639 1.436 9.514 0.02 -0.004 0.003
Si 6.916 9.597 9.508 -0.006 -0.006 0.007
Si 9.632 6.891 9.515 -0.003 -0.004 0.001
Si 6.9 15.012 9.488 0.008 0.006 -0.007
Si 9.621 12.307 9.529 -0.013 0.025 0.002
Si 12.381 4.173 9.51 0.004 -0.006 -0.011
Si 15.088 1.442 9.546 -0.012 0.005 0.006
Si 12.35 9.61 9.529 -0.002 -0.002 0.009
Si 15.085 6.897 9.523 0.005 0.01 -0.002
Si 12.348 15.024 9.535 0 -0.003 0.007
Si 15.078 12.328 9.511 -0.002 -0.001 0.005

Results
total energy: -115450.164 eV
total energy less fixed offsets of O -438.35, Si -107.03 eV per atom: 16.176 eV
